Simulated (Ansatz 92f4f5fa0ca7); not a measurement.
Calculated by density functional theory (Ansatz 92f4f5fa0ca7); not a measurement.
Periodic cell of 240 atoms, Si147O87H6, from a study of silicon, its oxide and their interface. The atomic structure is a simulated model.
Doubt: the cutoff is far below the 930 eV that the study's wrapper takes by default for these files, so forces and energies are approximate.
This geometry differs little from another in the collection (a relaxation step or a small displacement).

Settings: functional PBE; potential files Ansatz PAW; basis plane waves; wave-function cutoff 580 eV; density cutoff ratio 5; exchange-correlation grid ratio 1; k mesh 1 x 1 x 1, Gamma-centred; self-consistency stop 5e-08 eV per atom in the density residual; occupations fixed; spin none; net charge 0.

Cell vectors (angstrom)
a, 11.6015, 0, 0
b, 0, 10.938, 0
c, 0, 0, 33.6797

Atoms and the computed forces on them: element, x, y, z (angstrom), force x, y, z (eV/angstrom)
Si, -0.0036, -0.1281, 25.1962, 0.0026, 0.0031, -0.0044
Si, 3.8378, -0.0318, 25.006, 0.0094, 0.0195, 0.0063
Si, 7.8053, 0.3276, 24.9355, 0.0007, 0.0036, 0.0096
Si, 1.8583, 1.287, 25.0817, -0.0106, -0.0183, 0.0136
Si, 5.701, 1.4165, 25.0408, 0.0022, -0.01, 0.0087
Si, 9.8673, 1.4504, 25.0931, -0.0024, -0.0061, 0.0101
Si, 0.1837, 5.4592, 24.7775, 0.0076, 0.0104, 0.0108
Si, 4.1583, 5.6169, 24.9133, -0.001, 0.0052, 0.0178
Si, 7.8805, 5.4853, 25.0646, -0.0046, 0.0031, -0.0056
Si, 2.132, 6.853, 24.768, 0.0024, -0.0127, 0.0123
Si, 6.0709, 6.9898, 25.1567, -0.0037, -0.0077, 0.0035
Si, 9.8258, 6.7975, 24.9504, 0.0023, 0.0066, -0.0075
Si, 2.0245, 2.766, 26.9271, 0.0082, -0.0019, -0.0117
Si, 5.847, 2.7765, 26.9587, -0.016, 0.0054, -0.0122
Si, 9.8008, 2.8297, 26.9789, 0.0003, 0.0029, -0.0153
Si, 0.1365, 4.1922, 26.857, -0.0057, -0.0076, -0.0159
Si, 3.9498, 4.1733, 26.8587, 0.0075, -0.0051, -0.0171
Si, 7.8158, 4.0999, 26.9566, 0.0094, -0.0039, -0.0038
Si, 2.0131, 8.0973, 26.862, -0.0018, 0.0076, -0.0058
Si, 5.8955, 8.3265, 27.0362, 0.0129, 0.0013, -0.014
Si, 9.7022, 8.1754, 26.8963, 0.0034, -0.0006, -0.0021
Si, 0.0692, 9.4302, 27.0328, -0.0051, -0.0065, -0.0075
Si, 3.8787, 9.5534, 26.9427, -0.0189, -0.0069, -0.0127
Si, 7.828, 9.6859, 26.825, -0.0125, -0.0043, -0.008
Si, 0.065, -0.0072, 28.8616, -0.0029, 0.006, -0.0008
Si, 3.9009, 0.0099, 28.8549, -0.002, 0.0147, 0.0011
Si, 7.806, 0.026, 28.8254, 0.0071, 0.0081, 0.0002
Si, 1.9855, 1.3821, 28.8541, 0.0064, -0.0115, -0.0043
Si, 5.8458, 1.3639, 28.8505, 0.0002, -0.0095, 0.0032
Si, 9.7458, 1.3785, 28.8519, 0.0003, -0.0119, 0.0032
Si, 0.0398, 5.4944, 28.834, 0.0067, 0.0108, 0.006
Si, 3.9093, 5.4793, 28.839, 0.0006, 0.011, 0.0031
Si, 7.7614, 5.4731, 28.8681, 0.004, 0.0085, 0.0043
Si, 1.98, 6.8231, 28.8501, -0.0018, -0.0123, -0.0031
Si, 5.8422, 6.8463, 28.8739, -0.003, -0.0038, -0.0021
Si, 9.6825, 6.8354, 28.8429, -0.0115, -0.0079, -0.0007
Si, 1.9336, 2.7345, 30.7805, 0.0147, 0.0804, 0.0776
Si, 5.8008, 2.7345, 30.7805, 0.032, -0.0696, 0.0354
Si, 9.6679, 2.7345, 30.7805, 0.1071, 0.0612, 0.0853
Si, 0, 4.1018, 30.7805, 0.0003, 0.0143, -0.1384
Si, 3.8672, 4.1018, 30.7805, 0.0807, -0.0413, -0.1084
Si, 7.7343, 4.1018, 30.7805, -0.0212, -0.0585, 0.068
Si, 1.9336, 8.2035, 30.7805, 0.0578, 0.0707, -0.0829
Si, 5.8008, 8.2035, 30.7805, 0.0087, 0.0641, 0.1953
Si, 9.6679, 8.2035, 30.7805, 0.0081, 0.0255, -0.0651
Si, 0, 9.5708, 30.7805, 0.0721, -0.0185, 0.1631
Si, 3.8672, 9.5708, 30.7805, 0.0257, -0.0154, 0.0318
Si, 7.7343, 9.5708, 30.7805, 0.0715, 0.0923, -0.2035
Si, 0, 0, 32.714, -0.012, 0.0582, 0.0413
Si, 3.8672, 0, 32.714, 0.0172, 0.0637, 0.0012
Si, 7.7343, 0, 32.714, -0.0038, 0.0176, -0.0477
Si, 1.9336, 1.3673, 32.714, -0.0044, -0.0616, 0.0309
Si, 5.8008, 1.3673, 32.714, 0.0019, 0.0625, -0.0644
Si, 9.6679, 1.3673, 32.714, -0.0088, -0.0925, 0.0453
Si, 0, 5.469, 32.714, 0.017, 0.0936, -0.0194
Si, 3.8672, 5.469, 32.714, -0.0057, 0.0779, -0.0041
Si, 7.7343, 5.469, 32.714, -0.0042, -0.0029, -0.0009
Si, 1.9336, 6.8362, 32.714, -0.0082, -0.0695, -0.0037
Si, 5.8008, 6.8362, 32.714, 0.01, 0.0285, 0.006
Si, 9.6679, 6.8362, 32.714, 0.0115, -0.0447, 0.0171
Si, 1.9336, 2.7345, 0.9679, -0.0356, -0.0534, 0.1654
Si, 5.8008, 2.7345, 0.9679, -0.0943, 0.0421, -0.365
Si, 9.6679, 2.7345, 0.9679, 0.0156, -0.0033, 0.1883
Si, 0, 4.1018, 0.9679, -0.0923, -0.0724, 0.0518
Si, 3.8672, 4.1018, 0.9679, -0.0642, 0.0067, 0.1309
Si, 7.7343, 4.1018, 0.9679, 0.0585, -0.0439, -0.0322
Si, 1.9336, 8.2035, 0.9679, -0.0711, -0.0154, 0.0004
Si, 5.8008, 8.2035, 0.9679, -0.0174, -0.0552, 0.0485
Si, 9.6679, 8.2035, 0.9679, -0.0064, -0.0098, -0.0239
Si, 0, 9.5708, 0.9679, -0.0276, -0.0099, 0.1888
Si, 3.8672, 9.5708, 0.9679, -0.1361, -0.0867, 0.0307
Si, 7.7343, 9.5708, 0.9679, 0.0546, -0.1002, -0.2475
Si, -0.0421, -0.0159, 2.9402, 0.0001, 0.0129, -0.0008
Si, 3.8013, -0.0261, 2.9156, 0, 0.0137, -0.0066
Si, 7.7087, 0.0225, 2.8459, -0.0045, 0.0059, 0.0016
Si, 1.8777, 1.3664, 2.932, 0.001, -0.0115, -0.0032
Si, 5.7431, 1.31, 2.8084, -0.0019, -0.0034, 0.007
Si, 9.6491, 1.3748, 2.9421, -0.0026, -0.0137, -0.0006
Si, -0.047, 5.4398, 2.9243, -0.0001, 0.0098, -0.0061
Si, 3.8057, 5.4758, 2.9203, 0.0056, 0.0045, -0.0036
Si, 7.7178, 5.4606, 2.8958, 0.0031, 0.0071, -0.0056
Si, 1.8582, 6.8249, 2.8992, -0.0024, -0.0087, -0.0064
Si, 5.7724, 6.8036, 2.8849, -0.0079, -0.0044, -0.0065
Si, 9.645, 6.8412, 2.9077, -0.0027, -0.0022, 0.0009
Si, 1.8626, 2.7059, 4.9027, 0.0185, 0.0057, 0.0132
Si, 5.7098, 2.7039, 4.6583, 0.0003, -0.0051, 0.0045
Si, 9.6402, 2.6962, 4.9381, -0.0073, 0.0167, 0.0027
Si, -0.0725, 4.1162, 4.9057, -0.0031, -0.0054, 0.0149
Si, 3.7923, 4.0791, 4.8426, -0.0093, -0.0103, 0.0077
Si, 7.6786, 4.0189, 4.7734, 0.0072, -0.008, 0.0159
Si, 1.8139, 8.1624, 4.8465, 0.0101, 0.0072, 0.0098
Si, 5.7671, 8.1494, 4.8084, -0.0041, 0.0007, 0.0094
Si, 9.5876, 8.2354, 4.8331, 0.0072, -0.0005, 0.0141
Si, -0.0713, 9.6369, 4.9544, -0.0086, -0.0025, 0.0078
Si, 3.7884, 9.4201, 4.7741, -0.0012, -0.0109, 0.0078
Si, 7.6575, 9.6111, 4.7528, 0.0123, 0.0074, 0.0004
Si, -0.0323, 0.0511, 7.0264, -0.0051, -0.0006, -0.0149
Si, 3.7616, -0.2698, 6.728, -0.0093, 0.0031, -0.0049
Si, 7.607, 0.1469, 6.6232, -0.0065, -0.0202, -0.0188
Si, 1.9895, 1.3, 6.8635, -0.0013, 0.0051, -0.0082
Si, 5.5434, 1.2804, 6.5078, 0.0013, 0.0198, -0.0104
Si, 9.553, 1.4481, 7.0218, 0.0116, 0.0018, 0.0028
Si, -0.1571, 5.5451, 6.8264, -0.0031, -0.0027, 0.0012
Si, 3.7401, 5.4189, 6.8244, 0.0042, 0.0056, -0.0171
Si, 7.5765, 5.3176, 6.7218, 0.0082, 0.0106, -0.0145
Si, 1.8274, 6.7945, 6.78, 0.0015, 0.014, 0.0037
Si, 5.6971, 6.7275, 6.7152, -0.0029, 0.0118, -0.0006
Si, 9.4323, 6.8329, 6.7522, -0.0169, -0.0142, -0.0089
H, 5.7645, 7.6187, 7.9114, 0.0001, -0.0089, -0.0035
H, 11.4405, 4.6586, 8.0405, 0.0005, 0.0063, -0.0054
H, 1.8984, 7.6683, 7.9931, -0.0003, -0.0113, -0.0066
O, 11.7814, 9.8611, 8.2654, -0.0028, -0.0109, 0.0129
O, 9.1907, 7.9041, 8.0172, -0.0079, 0.0127, 0.0058
O, 5.0937, 2.4433, 7.6175, -0.0059, -0.0049, -0.0039
O, 7.4218, 9.9568, 7.8265, 0.0071, -0.0095, 0.0175
O, 3.6909, 4.5533, 8.2753, -0.0017, -0.0121, 0.0176
O, 3.7351, 9.7408, 8.1452, 0.0091, 0.0007, 0.015
O, 7.4392, 4.2501, 8.0015, 0.0025, -0.015, 0.0126
O, 9.2977, 2.4216, 8.3933, -0.0076, 0.008, 0.0044
O, 2.4558, 2.1846, 8.2354, 0.01, 0.0014, -0.0012
H, -0.0349, 10.0479, 23.8995, -0.0008, 0.0055, 0.003
H, 9.7062, 7.6895, 23.7487, 0.0018, -0.0052, 0.0036
H, 7.7404, 4.6325, 23.8379, -0.0016, 0.0031, -0.0002
O, 7.991, 10.6583, 23.4068, -0.002, -0.0013, -0.0134
O, 10.3337, 2.2608, 23.6918, 0.0083, 0.0054, -0.0123
O, 3.8809, 9.9902, 23.6087, -0.0068, -0.0114, -0.0062
O, 4.5319, 4.8305, 23.4865, 0.0075, -0.0221, -0.0192
O, 6.3368, 8.128, 23.9447, -0.0001, 0.008, -0.025
O, 2.2042, 7.8942, 23.4407, 0.0096, 0.026, -0.02
O, 11.7397, 4.4776, 23.4092, -0.0026, -0.019, -0.0132
O, 5.3688, 2.3169, 23.6867, -0.0104, 0.0187, -0.0135
O, 1.4927, 2.2209, 23.7433, 0.0001, 0.0117, -0.0135
Si, 7.9933, 3.1655, 9.0892, 0.0035, 0.0029, -0.0029
Si, 4.1501, 9.8091, 9.7305, 0.0007, 0.0033, -0.0019
Si, 0.7875, 7.7763, 13.4374, 0.0007, 0.0016, -0.0018
Si, 0.8968, 3.46, 15.5088, -0.0008, 0.0002, -0.0027
Si, 6.2731, -3.148, 10.679, 0.0012, 0.0003, 0.0052
Si, 0.2669, 10.5151, 18.6438, 0.0004, 0.0015, -0.0062
Si, 12.4032, 9.2281, 16.0021, 0.0007, -0.0022, -0.0051
Si, 8.0687, 6.7164, 20.5271, -0.0053, -0.0007, -0.0035
Si, -2.7664, 4.0144, 19.2857, -0.0008, -0.0016, -0.0052
Si, 1.9183, 4.211, 18.3868, -0.0023, -0.0047, -0.0081
Si, 3.2821, 8.8272, 22.6261, 0.0002, -0.0116, 0.003
Si, -0.1701, 2.5483, 19.9194, -0.0023, -0.0027, -0.0011
Si, 7.6822, -0.2326, 21.8213, -0.0004, -0.0046, 0.0015
Si, 2.9242, 10.4193, 20, -0.005, -0.0027, -0.0049
Si, 6.5752, 13.4484, 20.5022, -0.0011, 0.0005, -0.0044
Si, 9.5471, -1.7215, 20.0241, -0.0053, 0.0038, -0.0101
Si, 5.6368, 1.5348, 10.3774, 0.0014, -0.0056, 0.0043
Si, -2.2034, 4.2823, 16.2187, -0.0004, -0.0001, -0.0039
Si, 2.8752, 5.6285, 14.448, 0, 0.0004, 0.0009
Si, 1.9858, 0.8024, 14.4717, -0.0018, -0.0022, 0.0014
Si, 1.624, 10.3207, 11.7173, 0.001, -0.005, 0.0017
Si, 6.942, 2.5641, 15.3258, -0.0012, -0.0012, -0.0013
Si, 8.4171, 9.1248, 8.7789, 0.0054, 0.0015, 0.0043
Si, 7.9411, 8.7985, 12.8902, 0.0008, 0.0001, -0.0016
Si, 3.8759, 2.9551, 8.5719, -0.0083, 0.0111, 0.0017
Si, 4.9537, 3.5046, 22.6628, -0.0053, 0.0058, 0.01
Si, 4.6721, 9.3592, 17.8577, 0.0022, 0.0001, -0.0042
Si, 7.9253, 6.8579, 15.305, 0.001, 0.0018, -0.0016
Si, 2.7317, -3.9706, 17.2137, 0.0005, 0.0015, -0.0063
Si, 4.787, 0.5724, 15.5556, -0.002, -0.001, 0.0027
Si, 7.6749, 5.359, 11.2354, 0.0052, -0.0068, 0.0032
Si, 7.5411, 8.2585, 18.0795, 0.0005, 0.0016, -0.0083
Si, 5.8929, 5.1454, 13.9474, 0.0025, 0.0012, -0.0017
Si, 11.0644, 9.6355, 9.7311, 0.0024, 0.0012, -0.0048
Si, 6.5952, 0.6031, 13.2316, 0.0031, 0.0044, -0.0007
Si, 3.6943, 2.435, 20.231, -0.0019, 0.0036, -0.0072
Si, 6.1285, 8.1037, 22.3252, -0.0138, 0.01, 0.0083
Si, 10.1726, -3.5101, 11.5322, 0.0041, -0.0003, 0.0025
Si, 0.1386, 2.861, 23.0763, -0.0029, 0.015, -0.0007
O, 1.7437, -0.6074, 15.2572, -0.0009, 0.0036, -0.0011
O, 1.6899, 3.5252, 16.9297, 0.0007, 0.0027, 0.0063
O, 7.6389, -0.5549, 12.8289, -0.0023, 0.0048, -0.0016
O, 6.4186, 6.3692, 14.9009, 0.0004, 0.0003, -0.0009
O, 3.9484, -3.0465, 17.7837, -0.0004, 0.0009, 0.0011
O, 8.6994, -1.6743, 18.627, -0.004, -0.0019, -0.0001
O, 8.2063, 4.0162, 10.4755, -0.0007, 0.0088, 0.0022
O, 6.9166, 5.0019, 12.6554, -0.003, 0.0015, 0.0016
O, 11.8635, 10.5681, 10.8228, 0.0065, 0.004, -0.0008
O, 7.4628, 1.71, 14.0438, -0.0024, -0.0024, -0.0047
O, 0.0535, -2.5083, 14.7681, 0.0007, 0.003, 0.0007
O, -2.9002, 5.2358, 20.3628, 0, -0.003, 0.0022
O, -0.6769, 3.9007, 15.7428, -0.0003, 0.0002, -0.0001
O, 9.518, 10.1263, 9.4755, -0.0049, -0.0069, -0.0123
O, 9.3464, -2.2225, 12.077, -0.0056, 0.0018, -0.0009
O, 2.5833, 9.5465, 21.3369, -0.0006, 0.0057, -0.0067
O, -0.332, 6.9082, 12.6221, 0.0019, 0.0011, -0.0041
O, 4.8128, 8.3793, 10.2383, -0.0008, 0.0062, -0.0051
O, 7.4643, 8.5658, 9.9333, 0.0028, 0.0036, -0.0091
O, 6.5095, 6.188, 10.393, 0.002, 0.0017, -0.0012
O, 1.4153, 8.9245, 12.4917, -0.0011, -0.0008, -0.0036
O, 0.6092, 3.8391, 19.2834, 0.0036, 0.0003, -0.0012
O, 3.2976, 6.1026, 15.9513, -0.0014, 0.0016, 0.0027
O, 13.7642, 5.8381, 18.2768, -0.0013, -0.0002, 0.0028
O, 9.0693, -0.5585, 21.0442, 0.0016, -0.0045, 0.0025
O, 9.0723, 6.2309, 11.3414, -0.004, 0.0011, -0.0064
O, -0.1039, 10.0819, 17.0908, -0.0008, -0.0002, -0.0001
O, 6.2311, 3.6652, 21.6332, 0.0047, -0.0041, -0.004
O, 7.2187, 12.1574, 21.2658, -0.0042, 0.0045, -0.0013
O, 2.8858, 10.1778, 10.6902, -0.0025, -0.0015, -0.0053
O, 0.2324, 2.4726, 21.4959, -0.0036, -0.0006, -0.0117
O, 3.6746, 3.115, 21.7169, 0, -0.0025, -0.0026
O, 2.0777, -4.0843, 13.7547, -0.0002, 0.0031, -0.0028
O, 1.8339, 10.1378, 18.8293, -0.0034, 0.001, 0.0018
O, 6.5896, 9.4972, 21.5818, -0.0024, -0.0076, 0.0047
O, 3.1875, 3.4917, 19.1054, -0.0056, 0.0016, 0.0023
O, 10.9978, 8.0448, 10.2279, -0.0005, -0.0027, -0.0001
O, 3.4514, 1.3371, 14.9813, 0.0015, 0, -0.0021
O, 5.908, 1.3852, 11.9745, 0.002, -0.0055, -0.0025
O, 8.2868, -2.8384, 14.3181, -0.0009, 0.0006, -0.0014
O, 5.9065, 1.6079, 16.1963, -0.0003, 0.0001, -0.0008
O, 7.0244, 6.8429, 21.7765, 0.0044, -0.0005, -0.0018
O, 4.3039, -0.5437, 16.6426, 0.0011, 0.0021, -0.0019
O, 7.4245, 3.1891, 19.289, 0.0019, 0.0033, 0
O, 6.2658, 9.1639, 17.7196, -0.0025, -0.0015, 0.0014
O, -2.2862, 4.6038, 17.8331, -0.002, -0.0005, 0.0016
O, 8.9554, -5.3655, 15.3002, -0.0011, -0.0012, 0.0003
O, 8.0514, 7.4614, 16.7868, -0.002, 0.0041, 0.0051
O, 4.2815, 5.3303, 13.6322, -0.0009, 0.0013, -0.0024
O, 1.8905, 11.4899, 12.8414, 0.0004, 0.0031, 0
O, 4.5236, 7.9037, 22.0629, 0.0086, 0.0104, 0.004
O, 0.8904, 12.8804, 14.8982, 0.0003, 0.0016, -0.0021
O, 5.2001, 2.0008, 19.8042, -0.0084, 0.0003, 0.0026
O, 5.2641, 10.986, 9.8369, -0.001, 0.0049, -0.0005
O, 6.0106, 3.7943, 14.8342, 0.0019, -0.0006, -0.0006
O, 1.7875, 4.3938, 14.4879, -0.0011, -0.0006, -0.0014
O, 4.4001, 2.6027, 10.099, 0.0091, -0.0084, 0.0049
O, 6.9745, 1.9735, 9.5484, -0.0072, -0.002, -0.0018
O, 9.8598, 2.9017, 19.8494, 0.0008, 0.0021, 0.0025
O, 6.6164, -2.9053, 12.2701, 0.0038, 0.0017, 0.0001
O, 13.1598, 8.0186, 16.799, -0.0024, 0.0022, -0.0028
O, 5.4784, -0.092, 14.2172, -0.0009, 0.0003, -0.0018
O, 0.0364, 12.0956, 19.0493, -0.0009, 0.0015, 0.0027
O, 8.3096, 3.0631, 16.0551, -0.0002, 0.0015, -0.0007
O, 7.1971, 7.1336, 19.2091, 0.0007, 0.0009, -0.0012
O, 2.8173, 1.0713, 20.3348, 0.0008, -0.001, 0.0034
O, 11.0901, 9.5298, 19.6788, 0.0013, 0.0009, 0.0029
O, 4.3492, 10.0081, 19.3243, -0.0001, 0.0015, -0.0001
O, 9.3368, -3.191, 20.7122, 0.0007, 0.0026, 0.0028

Results
free energy: -143022.678 eV
free energy less fixed offsets of H -15.97, O -568.88, Si -635.61 eV per atom: 0.372 eV

The program warned: the cutoff lies below the one the program advises for these potential files; the forces do not sum to zero within the program's tolerance; the exchange-correlation potential is rough where the density is thin.
